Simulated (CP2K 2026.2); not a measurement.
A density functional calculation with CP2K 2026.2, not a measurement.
Periodic cell of 505 atoms, Si360O145, from a study of silicon, its oxide and their interface. The atomic structure is a simulated model.
Doubt: the forces sum to 1.85 eV/angstrom along one axis rather than to zero, so they err by at least 0.0037 eV/angstrom per atom on average; the grid cutoff is modest.

Settings
functional: PBE
method: Gaussian and plane waves
basis set: DZVP-MOLOPT-SR-GTH
pseudopotentials: GTH-PBE
grid cutoff: 350 Ry, relative cutoff 50 Ry
k points: Gamma only
occupations: fixed
spin: none
net charge: 0

Cell vectors (angstrom)
a 16.32 0 0
b 0 16.32 0
c -1.1813 6.8417 34.0887

Atoms and the computed forces on them: element, x, y, z (angstrom), force x, y, z (eV/angstrom)
Si 14.924 15.202 2.869 0.008 -0.106 0.645
Si 1.067 1.787 2.989 0.042 -0.115 0.841
Si 15.194 3.919 2.928 -0.017 0.238 0.715
Si 2.009 6.341 2.809 -0.004 -0.07 0.014
Si 14.644 9.885 2.757 0.026 -0.007 -0.04
Si 1.946 11.596 2.958 -0.056 -0.119 0.613
Si 4.153 14.791 2.335 0.276 -0.283 0.529
Si 7.027 1.087 2.705 -0.156 0.161 0.784
Si 3.705 4.589 2.978 -0.204 0.315 0.482
Si 7.283 6.361 2.95 0.016 -0.008 -0.07
Si 3.606 9.868 3.191 -0.026 0.027 0.046
Si 6.561 12.055 2.645 0.03 -0.001 0.079
Si 9.145 15.094 2.781 0.02 -0.233 0.647
Si 12.903 1.285 2.545 0.186 0.238 0.519
Si 8.996 4.591 2.738 -0.206 0.098 0.567
Si 11.879 7.142 2.662 0.167 -0.052 0.792
Si 9.7 9.353 2.767 -0.428 0.37 0.155
Si 12.928 11.668 2.528 0.06 -0.03 -0.047
Si 0.04 16.404 4.242 0.022 0.001 -0.049
Si 2.689 2.887 4.234 -0.006 -0.006 -0.048
Si 0.142 5.51 4.056 -0.004 0.028 -0.028
Si 2.713 8.049 4.296 -0.033 -0.039 0.007
Si 0.029 10.806 4.09 0.026 -0.028 -0.012
Si 2.795 13.57 3.96 0.063 -0.013 -0.039
Si 5.362 16.231 3.887 -0.018 0.033 -0.071
Si 8.129 2.743 3.998 0.005 0.032 -0.028
Si 5.49 5.479 4.213 -0.027 0.04 0.02
Si 8.235 8.136 4.158 -0.024 -0.002 0
Si 5.38 10.871 4.241 0.064 -0.016 0.046
Si 7.936 13.488 3.97 0.062 0.063 -0.04
Si 10.714 16.206 4.107 -0.221 -0.311 0.431
Si 13.684 2.717 4.209 -0.014 -0.043 -0.082
Si 10.795 5.505 3.994 -0.019 -0.024 -0.043
Si 13.521 8.235 4.028 0.018 -0.011 -0.065
Si 11.045 10.885 3.926 0.013 0.035 0.023
Si 13.689 13.498 3.929 -0.009 0.01 0
Si 14.975 1.369 5.611 -0.01 0.022 0.021
Si 1.339 4.182 5.605 -0.011 0.046 0.031
Si 14.958 6.842 5.324 -0.018 -0.001 0.049
Si 1.258 9.402 5.535 0.012 0.062 -0.026
Si 15.045 12.258 5.418 -0.005 0.01 -0.003
Si 1.433 14.926 5.396 0.022 0.005 0.015
Si 4.077 1.335 5.341 0.044 -0.026 0.024
Si 6.776 3.993 5.482 0.003 0 -0.007
Si 4.185 6.838 5.617 0.035 -0.009 0.002
Si 6.823 9.493 5.464 -0.002 -0.018 0.027
Si 4.08 12.318 5.523 -0.011 0.001 -0.039
Si 6.699 14.928 5.375 0.002 0.014 0.027
Si 9.491 1.407 5.424 0.003 -0.06 -0.009
Si 12.171 4.096 5.351 0.009 0.018 -0.01
Si 9.563 6.796 5.535 -0.032 0.034 0.019
Si 12.242 9.554 5.47 -0.02 0.017 0.018
Si 9.533 12.235 5.247 0.014 0.004 -0.016
Si 12.245 14.859 5.318 0.012 0.034 -0.027
Si 13.558 16.248 6.777 0.006 -0.014 -0.003
Si 0.005 2.762 6.915 -0.006 -0.044 -0.001
Si 13.593 5.447 6.695 0.011 0.009 0.02
Si -0.102 8.115 6.878 -0.019 -0.033 0.009
Si 13.636 10.913 6.784 0.005 -0.025 -0.046
Si 0.042 13.619 6.789 0.015 -0.002 0.02
Si 2.751 16.315 6.766 -0.003 -0.007 -0.008
Si 5.419 2.638 6.806 -0.034 0.019 -0.012
Si 2.762 5.48 6.918 -0.05 0.005 -0.018
Si 5.509 8.204 6.921 0 0.001 0.049
Si 2.678 10.867 6.779 0.021 0.019 0.016
Si 5.433 13.639 6.873 0.027 0.006 0.005
Si 8.104 16.315 6.72 -0.02 -0.007 0.01
Si 10.867 2.737 6.778 -0.005 -0.004 -0.007
Si 8.156 5.4 6.814 -0.008 0.012 -0.029
Si 10.907 8.186 6.849 -0.001 -0.013 0.001
Si 8.225 10.889 6.727 0.013 -0.015 -0.023
Si 10.847 13.576 6.706 -0.004 0.012 0.012
Si 14.961 14.949 8.145 0.009 0.005 0.016
Si 1.39 17.667 8.169 0.018 -0.003 -0.006
Si 14.911 4.12 8.172 0.005 0.042 -0.009
Si 1.34 6.815 8.22 0.012 0.007 -0.004
Si 14.919 9.536 8.199 -0.003 -0.001 0.022
Si 1.355 12.235 8.166 0.001 -0.022 -0.014
Si 4.074 14.994 8.203 -0.004 0.011 -0.013
Si 6.791 17.636 8.165 0.019 -0.011 0.004
Si 4.092 4.034 8.19 0.009 0.008 0.01
Si 6.839 6.775 8.206 -0.011 0.012 0.024
Si 4.074 9.565 8.183 -0.001 -0.001 -0.012
Si 6.846 12.24 8.126 0.011 -0.012 -0.031
Si 9.499 14.958 8.075 -0.015 0.005 -0.011
Si 12.218 17.658 8.118 0.012 0.003 0
Si 9.527 4.068 8.174 -0.02 0.009 0.021
Si 12.279 6.798 8.142 0.033 -0.015 -0.011
Si 9.523 9.538 8.167 -0.012 0.011 -0.006
Si 12.225 12.25 8.111 -0.009 0 0.004
Si -0.003 16.32 9.508 0.002 -0.008 0.001
Si 2.728 2.7 9.554 0.008 -0.014 0.002
Si -0.021 5.442 9.551 -0.01 -0.003 0.003
Si 2.716 8.19 9.541 -0.017 0.018 0.006
Si -0.009 10.886 9.53 0.005 -0.004 0.008
Si 2.711 13.604 9.526 0.014 -0.005 -0.001
Si 5.443 16.32 9.564 -0.004 -0.004 0.012
Si 8.157 2.698 9.513 -0.01 0.002 0.004
Si 5.451 5.417 9.535 0.002 0.003 0.002
Si 8.183 8.165 9.538 -0.009 -0.012 0.012
Si 5.465 10.908 9.514 -0.004 -0.009 -0.001
Si 8.18 13.603 9.494 -0.001 0.004 -0.004
Si 10.85 16.309 9.473 -0.006 0.005 0
Si 13.572 2.71 9.497 0.009 -0.018 -0.001
Si 10.9 5.443 9.505 -0.013 0.012 0.002
Si 13.586 8.158 9.547 0.003 0.016 -0.001
Si 10.889 10.895 9.511 0.001 -0.013 0.009
Si 13.587 13.594 9.496 0.012 0.009 0
Si 14.951 17.684 16.296 0.007 -0.007 -0.002
Si 1.371 4.115 16.309 0.001 0.003 -0.001
Si 14.941 6.818 16.332 0.019 0.005 0.002
Si 1.347 9.559 16.319 -0.019 0.01 -0.011
Si 14.953 12.224 16.315 0.007 0.01 -0.014
Si 1.339 14.951 16.3 0.015 -0.009 0.007
Si 4.089 17.691 16.296 0.014 0.004 -0.008
Si 6.83 4.086 16.306 0.005 -0.027 -0.009
Si 4.107 6.834 16.302 -0.005 0.016 -0.005
Si 6.805 9.503 16.35 -0.006 -0.017 -0.008
Si 4.073 12.229 16.319 -0.002 0 -0.002
Si 6.815 14.955 16.321 -0.017 0.003 -0.006
Si 9.531 17.672 16.331 -0.021 0.018 -0.004
Si 12.229 4.086 16.32 -0.004 0.014 0.003
Si 9.532 6.795 16.333 0.009 -0.006 -0.007
Si 12.249 9.503 16.341 -0.009 0.002 -0.008
Si 9.51 12.221 16.35 0.009 -0.021 0.001
Si 12.208 14.942 16.315 0.009 0.005 -0.004
Si 13.577 16.314 17.634 0.013 0.013 -0.01
Si -0.017 19.076 17.633 -0.001 -0.01 -0.01
Si 13.564 5.463 17.689 -0.001 -0.004 0
Si -0.051 8.235 17.668 -0.017 0.019 -0.003
Si 13.629 10.845 17.699 0.035 -0.018 -0.001
Si -0.013 13.581 17.669 -0.019 -0.018 -0.01
Si 2.701 16.334 17.622 -0.012 0.005 -0.004
Si 5.459 19.055 17.647 0.013 0.009 -0.001
Si 2.766 5.478 17.652 0.02 -0.021 -0.003
Si 5.443 8.157 17.725 0.021 0.001 -0.004
Si 2.704 10.9 17.708 -0.003 0.001 0.001
Si 5.447 13.585 17.658 0.007 -0.003 -0.006
Si 8.196 16.285 17.695 0.013 -0.01 0.003
Si 10.883 19.043 17.69 0.002 -0.031 -0.007
Si 8.181 5.432 17.695 -0.015 0.011 0.003
Si 10.905 8.132 17.709 0.015 -0.008 -0.007
Si 8.172 10.838 17.722 -0.025 0.004 -0.007
Si 10.855 13.591 17.711 -0.037 0.032 0.002
Si 14.955 14.983 18.975 0.011 -0.001 -0.012
Si 1.397 17.765 18.96 -0.009 0.025 -0.011
Si 14.885 4.049 18.999 0.013 -0.019 0.028
Si 1.372 6.889 18.907 -0.027 0.038 0.011
Si 14.934 9.514 19.178 0 -0.023 0
Si 1.273 12.197 19.084 -0.005 0.037 -0.031
Si 4.004 14.909 18.954 0.04 -0.034 0.015
Si 6.823 17.679 18.978 -0.028 -0.017 -0.066
Si 4.152 4.128 19.023 0.008 -0.021 -0.009
Si 6.771 6.727 19.071 -0.051 0.001 -0.041
Si 4.113 9.584 19.063 0.026 0.017 0.006
Si 6.836 12.263 19.04 0.002 -0.033 -0.022
Si 9.517 14.933 19.141 -0.029 0.041 -0.02
Si 12.207 17.619 19.022 -0.013 -0.021 -0.012
Si 9.597 4.136 19.066 -0.025 -0.028 0.037
Si 12.288 6.842 19.134 0.034 0.003 -0.04
Si 9.513 9.423 19.075 -0.005 -0.004 0.01
Si 12.244 12.203 18.993 0.018 -0.003 0.01
Si -0.01 16.432 20.241 0 0.003 -0.016
Si 2.761 19.133 20.334 -0.026 -0.01 -0.008
Si -0.033 5.525 20.151 0.019 0.037 0
Si 2.7 8.215 20.326 -0.025 0.009 0.014
Si -0.036 10.866 20.576 0.02 -0.001 -0.01
Si 2.606 13.61 20.369 0.002 0.031 -0.025
Si 5.392 16.282 20.214 0.043 0.034 -0.017
Si 8.222 19.035 20.313 -0.002 -0.019 0.053
Si 5.487 5.37 20.535 0.047 -0.004 -0.002
Si 8.135 8.023 20.43 0.02 -0.008 0.016
Si 5.474 10.986 20.43 -0.037 -0.002 -0.031
Si 8.163 13.542 20.509 -0.025 -0.016 -0.016
Si 10.922 16.28 20.49 -0.004 -0.024 0.006
Si 13.519 18.97 20.387 0.04 0.058 -0.012
Si 10.976 5.48 20.508 -0.015 -0.028 0.056
Si 13.598 8.164 20.63 0.001 0.009 -0.04
Si 10.923 10.799 20.344 0.007 -0.031 0.03
Si 13.606 13.588 20.304 0.001 0.007 0.016
Si 14.963 17.675 21.7 0.034 -0.055 0.027
Si 1.317 20.574 21.506 0.067 0.02 -0.038
Si 15.106 6.723 21.789 0.01 -0.028 0.063
Si 1.408 9.476 21.88 -0.012 0.022 0.049
Si 14.856 12.306 21.822 0.017 0.011 0.078
Si 1.275 15.111 21.633 0.001 -0.011 0.045
Si 2.742 16.435 22.947 -0.157 0.092 -0.584
Si 6.956 20.271 21.863 -0.056 0.004 0.09
Si 3.986 6.809 21.684 0.02 -0.018 0.005
Si 6.849 9.529 21.7 -0.024 0.007 -0.013
Si 3.996 12.332 21.756 0.02 -0.029 0.008
Si 6.672 14.969 21.686 0.041 -0.022 0.011
Si 9.578 17.739 21.746 0.01 0.042 -0.016
Si 12.302 20.349 21.866 0.027 -0.01 0.008
Si 9.507 6.703 21.921 -0.043 -0.028 0.045
Si 12.145 9.548 21.962 -0.001 -0.006 0.074
Si 9.634 12.122 21.759 -0.026 0.066 0.026
Si 12.322 14.87 21.793 0.007 0.012 0.043
Si 14.097 15.868 22.993 0.199 -0.148 -0.569
Si -0.278 19.466 22.78 -0.08 -0.014 -0.007
Si 14.273 4.838 22.967 0.159 -0.138 -0.652
Si 0.524 7.658 23.14 -0.028 -0.019 0.023
Si 13.119 11.361 23.184 0.02 -0.012 -0.011
Si -0.46 14.173 22.895 -0.351 0.133 -0.615
Si 4.141 17.712 21.59 -0.022 0.066 0.078
Si 6.049 18.314 22.837 0.192 0.056 -0.641
Si 2.231 5.88 22.975 -0.126 0.018 -0.003
Si 5.198 8.389 22.883 0.012 0.004 -0.671
Si 2.875 11.471 25.426 -0.083 -0.172 -0.785
Si 4.881 14.136 23.015 0.284 -0.345 -0.119
Si 7.788 16.675 22.794 -0.142 0.226 -0.53
Si 10.577 19.363 23.205 -0.075 0.01 0.023
Si 8.783 4.759 23.204 0.016 -0.013 -0.024
Si 10.26 8.587 23.158 -0.008 0.266 -0.56
Si 8.636 10.367 22.987 0.027 -0.004 0.041
Si 11.376 13.094 23.071 0.027 -0.025 -0.014
Si 13.317 17.288 25.732 -0.468 0.222 -0.233
Si -0.161 14.679 28.303 -0.068 0.053 -0.001
Si 1.444 17.454 28.223 0.119 -0.008 -0.022
Si 14.144 10.801 25.29 -0.442 0.1 -0.582
Si 14.635 5.494 25.981 -0.013 0.015 -0.167
Si 0.144 12.981 25.686 0.055 0.069 -0.033
Si -0.303 8.243 25.315 0.287 -0.129 -0.729
Si 5.433 19.413 25.457 0.008 -0.082 -0.144
Si 5.437 7.266 31.426 -0.097 -0.048 -0.043
Si 6.161 7.224 25.606 -0.089 0.041 0.037
Si 3.024 10.671 23.17 -0.383 0.441 0.004
Si 5.434 13.131 24.965 -0.243 0.226 -0.447
Si 9.031 16.154 25.676 -0.112 0.045 -0.139
Si 10.337 20.426 27.548 0.014 0.001 -0.03
Si 8.047 21.233 25.448 0.172 -0.177 -0.66
Si 12.245 6.46 27.801 -0.006 -0.014 -0.101
Si 7.976 11.473 24.933 0.282 -0.471 -0.562
Si 10.388 13.453 25.173 0.307 -0.107 -0.593
Si 14.073 18.267 30.829 -0.047 -0.059 -0.026
Si 4.128 14.97 31.471 0 -0.149 0.06
Si 10.787 12.113 29.906 -0.064 0.002 -0.1
Si -1.007 10.173 30.908 -0.002 -0.117 -0.025
Si 2.727 20.741 24.779 -0.454 -0.079 -0.409
Si 8.272 10.404 33.801 -0.03 0.104 0.111
Si 2.191 9.031 27.117 0.006 -0.008 -0.123
Si 12.605 6.615 32.502 0.069 0 0
Si 12.381 16.346 32.759 -0.07 0.066 0.07
Si 12.534 11.933 0.15 0.188 -0.115 0.646
Si 3.107 11.737 0.263 0.343 0.198 0.407
Si 6.48 7.027 0.888 0.192 -0.103 0.648
Si 13.557 16.225 28.688 0.047 -0.028 0.032
Si 9.3 19.45 30.293 0.089 0.024 -0.059
Si 8.212 10.831 1.526 0.128 -0.365 0.772
Si 4.825 4.475 0.1 0.034 0.075 0.195
Si 10.365 8.577 26.32 -0.072 -0.008 -0.006
Si 14.032 5.907 0.898 -0.032 0.004 0.133
Si 12.713 11.319 32.31 0.04 0.05 0.066
Si 3.368 21.986 29.926 0.006 -0.019 0.009
Si 14.211 7.482 30.02 0.09 -0.024 -0.014
Si 15.483 8.532 0.975 -0.155 0.444 0.483
Si 16.101 14.851 0.104 0.104 0.065 0.061
Si 3.599 6.156 27.036 -0.068 0.003 -0.062
Si -0.066 19.75 32.292 0.035 -0.009 0.124
Si 4.404 17.529 27.668 -0.021 -0.1 -0.05
Si 7.984 11.907 31.113 0.044 -0.03 -0.009
Si 1.23 18.84 24.485 -0.197 0.417 0.198
Si 6.583 14.37 29.95 0.051 -0.039 0.055
Si 11.07 15.169 30.371 0.106 -0.058 0.092
Si 11.193 18.427 25.428 0.366 -0.134 -0.599
Si 0.463 22.328 30.473 -0.059 0.032 -0.1
Si 3.345 17.591 30.357 -0.026 0.055 -0.05
Si 1.795 13.264 32.907 -0.224 0.429 0.418
Si 5.017 13.011 1.002 -0.356 -0.225 0.393
Si 11.108 8.989 33.732 -0.084 -0.004 0.085
Si 7.571 9.372 27.131 0.075 -0.11 -0.097
Si 7.158 20.93 31.716 -0.033 -0.062 0.093
Si 2.086 7.536 0.747 0.34 -0.379 -0.1
Si 1.328 8.642 32.022 0.008 0.08 -0.05
Si 3.895 8.995 1.078 -0.383 -0.039 0.365
Si 2.323 0.327 0.502 -0.061 -0.136 -0.073
Si 8.276 16.565 30.919 0.024 -0.094 0.09
Si 4.44 19.807 31.977 0.05 0.109 0.08
Si 0.857 12.399 30.221 -0.019 -0.109 -0.001
Si 9.765 13.382 0.344 -0.05 0.045 0.015
Si 6.502 15.854 33.262 0.08 -0.111 -0.088
Si -0.313 19.017 26.244 0.423 -0.161 -0.555
Si 6.524 15.168 27.127 -0.012 0.126 -0.002
Si 6.026 9.869 29.859 -0.116 -0.018 -0.131
Si 12.026 20.106 31.73 -0.01 -0.077 0.091
Si 2.864 10.198 29.861 0.043 -0.016 -0.06
Si 5.458 8.95 33.876 0.079 0.038 0.193
Si 11.682 11.317 26.994 -0.02 0.045 -0.049
Si 14.953 17.686 10.861 0.013 0.016 0.003
Si 1.351 4.072 10.891 -0.008 -0.018 0.003
Si 14.957 6.812 10.905 0.012 0.016 0.005
Si 1.356 9.54 10.898 0.017 0.017 0.007
Si 14.94 12.242 10.876 -0.007 -0.022 0.002
Si 1.346 14.961 10.882 -0.011 0 -0.002
Si 4.089 17.68 10.919 0.006 0.011 0.009
Si 6.813 4.066 10.888 -0.009 0.005 0
Si 4.081 6.8 10.875 -0.003 -0.02 -0.012
Si 6.801 9.523 10.88 -0.001 -0.006 -0.006
Si 4.096 12.257 10.878 0.012 0.021 0.003
Si 6.814 14.94 10.881 -0.013 0.004 0.007
Si 9.516 17.66 10.868 -0.007 -0.015 0.004
Si 12.233 4.07 10.875 0.007 -0.009 -0.002
Si 9.547 6.802 10.881 0.015 0.022 0.008
Si 12.224 9.523 10.887 0.001 -0.025 0.013
Si 9.527 12.248 10.873 0.004 0.016 0.003
Si 12.225 14.962 10.848 -0.002 0.005 -0.001
Si 13.586 16.321 12.215 -0.003 0.004 -0.002
Si -0.012 2.717 12.244 0.001 0 0.012
Si 13.592 5.435 12.24 0.013 -0.004 0
Si -0.001 8.175 12.252 0.006 -0.006 0.002
Si 13.592 10.877 12.242 0.003 -0.001 0
Si -0.019 13.604 12.234 0.004 0.014 -0.003
Si 2.715 16.313 12.251 0.014 0.003 0.003
Si 5.45 2.726 12.262 0 -0.007 0.004
Si 2.717 5.448 12.24 -0.009 0.008 0.003
Si 5.443 8.159 12.239 -0.005 0.005 0.001
Si 2.733 10.896 12.238 -0.001 -0.006 -0.002
Si 5.451 13.597 12.253 -0.005 0.001 0.003
Si 8.165 16.305 12.239 -0.005 -0.002 -0.002
Si 10.873 2.708 12.227 -0.008 0.007 0.001
Si 8.177 5.437 12.232 -0.004 -0.012 -0.007
Si 10.877 8.165 12.256 -0.005 -0.002 0.003
Si 8.166 10.882 12.239 -0.002 0.003 0.005
Si 10.883 13.603 12.235 0.003 -0.005 0.005
Si 14.932 14.955 13.59 0.004 -0.001 0.001
Si 1.351 17.677 13.602 0.006 -0.009 -0.004
Si 14.961 4.091 13.605 0.005 -0.006 0.006
Si 1.361 6.816 13.603 -0.006 0.005 -0.003
Si 14.954 9.526 13.607 0.008 -0.002 0.001
Si 1.363 12.257 13.585 -0.004 0 -0.009
Si 4.089 14.961 13.606 0.003 0.002 -0.004
Si 6.812 17.672 13.598 -0.006 0.006 0.001
Si 4.086 4.097 13.606 0.011 -0.005 0.001
Si 6.822 6.807 13.591 0.003 -0.013 -0.01
Si 4.08 9.522 13.599 -0.007 0.007 -0.005
Si 6.799 12.225 13.613 -0.005 0.005 -0.009
Si 9.52 14.949 13.606 -0.005 0.011 0
Si 12.239 17.681 13.59 0.003 -0.002 0.002
Si 9.522 4.067 13.594 0 0.002 -0.002
Si 12.233 6.794 13.602 -0.001 0.009 0.003
Si 9.522 9.528 13.616 -0.009 -0.015 0.001
Si 12.23 12.233 13.601 0.003 0.005 -0.005
Si -0.022 16.31 14.943 -0.013 -0.008 -0.003
Si 2.715 19.052 14.95 -0.011 -0.008 0.012
Si -0.003 5.469 14.964 0.021 0.008 -0.008
Si 2.712 8.18 14.967 -0.003 -0.01 -0.006
Si 0.003 10.901 14.94 0.026 0.017 -0.002
Si 2.724 13.602 14.957 0.009 0.013 -0.003
Si 5.456 16.32 14.96 0.008 0.013 -0.009
Si 8.172 19.024 14.959 -0.015 -0.004 -0.006
Si 5.465 5.457 14.955 0.01 0.018 0.009
Si 8.17 8.161 14.975 0.004 0.024 -0.002
Si 5.441 10.858 14.976 -0.022 -0.024 0.001
Si 8.163 13.58 14.969 -0.01 -0.008 0.008
Si 10.879 16.321 14.953 0.002 -0.002 0.005
Si 13.593 19.052 14.952 0.019 0.017 -0.004
Si 10.869 5.432 14.957 -0.02 -0.03 -0.007
Si 13.59 8.157 14.956 -0.003 -0.018 0
Si 10.886 10.877 14.985 0.004 0.018 -0.002
Si 13.581 13.588 14.963 -0.012 -0.023 0
O 12.034 10.054 32.996 0.091 -0.24 -0.194
O -1.08 20.311 33.426 -0.213 -0.407 -0.062
O 11.411 0.77 2.901 -0.363 -0.037 -0.306
O 13.629 16.231 24.532 -0.37 -0.166 0.381
O 9.705 19.519 28.729 0.03 -0.145 -0.27
O -0.704 20.597 26.406 0.269 0.217 0.42
O 13.975 5.209 24.533 -0.52 -0.11 0.247
O 14.761 9.288 25.195 -0.213 -0.054 0.007
O 0.234 13.86 24.343 0.515 0.21 0.227
O 3.773 15.283 23.531 0.051 -0.316 0.195
O 4.299 20.28 24.685 0.268 0.039 -0.161
O 4.176 9.512 23.498 0.184 -0.076 0.466
O 1.564 12.268 25.957 0.017 0.053 0.519
O 8.181 16.189 24.309 -0.315 -0.339 -0.021
O 10.314 8.16 24.753 -0.054 -0.324 0.085
O 6.47 11.943 24.582 -0.282 -0.296 -0.392
O 6.645 14.116 28.362 0.288 -0.57 0.016
O 3.078 10.131 26.328 0.56 -0.186 0.235
O 6.36 8.61 26.384 -0.346 0.285 0.135
O 16.234 2.778 2.382 0.066 -0.144 -0.377
O 1.789 8.183 33.503 0.675 0.041 0.015
O 1.842 11.733 1.31 -0.558 0.18 -0.483
O 0.714 16.025 28.253 0.136 0.056 -0.028
O 0.046 9.633 32.02 -0.049 0.283 0.603
O 1.835 1.243 1.699 0.011 0.336 -0.073
O 12.568 6.452 1.344 -0.355 0.019 -0.392
O 9.29 11.558 30.205 -0.011 -0.302 -0.346
O 12.89 12.503 33.398 -0.13 0.206 -0.19
O 14.171 17.572 29.37 0.455 0.241 -0.159
O 1.91 17.989 29.692 -0.351 0.374 0.283
O 3.227 16.01 30.64 -0.486 -0.203 -0.162
O 9.001 12.13 0.971 -0.083 0.068 -0.059
O 8.14 16.287 2.251 0.185 -0.108 -0.412
O 0.384 18.517 27.624 0.034 0.352 0.314
O 14.6 18.282 25.869 -0.158 0.161 -0.012
O 7.453 10.175 0.254 -0.214 0.087 -0.131
O 2.377 11.8 33.323 -0.228 -0.532 -0.162
O 5.177 15.828 32.349 -0.188 0.563 0.094
O 2.589 21.481 26.242 -0.589 0.145 0.391
O 6.144 8.499 30.687 0.578 -0.022 -0.018
O 6.533 14.431 34.055 0.638 -0.366 0.006
O 8.416 18.148 30.667 -0.308 0.112 0.174
O 13.385 5.699 26.962 -0.075 -0.356 0.095
O 15.147 6.982 1.379 0.511 -0.177 0.173
O 10.749 8.22 2.117 -0.172 0.15 -0.306
O 10.8 10.132 26.352 0.019 0.107 -0.502
O 6.789 20.238 25.703 -0.034 -0.193 0.315
O 3.099 14.093 32.347 0.26 -0.031 0.104
O 11.338 19.563 26.603 0.271 -0.043 0.066
O 2.028 9.52 28.645 -0.399 -0.197 0.146
O 4.898 18.825 26.849 0.122 0.257 0.233
O 4.366 20.235 33.55 0.122 0.486 0.013
O 9.875 17.528 25.852 0.022 0.072 0.164
O -0.277 11.275 29.977 -0.177 0.135 -0.277
O 13.56 22.379 33.673 -0.367 0.276 0.129
O 11.288 12.725 26.309 0.305 0.266 0.348
O 11.326 17.247 33.622 -0.404 -0.291 0.112
O 5.306 8.171 0.934 0.306 0.213 0.168
O 6.987 9.716 28.578 0.299 0.201 -0.073
O 8.909 12.785 25.127 -0.35 0.164 0.306
O 6.012 19.789 31.593 0.252 -0.581 -0.011
O 10.751 13.714 29.773 -0.041 0.089 -0.444
O 7.604 13.464 30.833 0.178 0.303 0.388
O -0.121 22.67 33.992 -0.046 -0.02 -0.3
O 6.426 1.74 1.343 -0.533 -0.039 0.062
O 7.051 15.925 30.076 -0.461 0.196 -0.192
O 0.734 13.006 31.718 -0.453 0.043 0.041
O 8.346 20.708 30.647 0.165 0.363 -0.172
O 13.25 19.664 30.757 0.045 0.585 -0.337
O 9.679 15.967 30.417 -0.204 0.092 -0.12
O 14.801 8.991 29.917 -0.199 0 -0.508
O 4.043 6.95 30.654 -0.28 0.26 0.227
O 7.8 20.887 33.198 -0.198 0.225 0.171
O 1.789 22.12 29.568 -0.172 -0.199 -0.437
O 13.231 16.469 27.129 -0.077 -0.138 -0.129
O 11.639 15.198 31.895 -0.007 -0.436 0.145
O 7.877 16.189 32.46 0.494 0.225 0.426
O 2.015 17.405 24.084 -0.09 -0.015 0.379
O 5.896 7.517 24.056 0.109 -0.112 -0.226
O 15.835 14.551 1.671 0.304 -0.596 0.229
O -0.789 18.563 31.459 0.401 -0.478 -0.24
O 15.369 11.828 25.486 -0.111 0.006 -0.099
O 6.957 9.488 33.62 0.12 -0.279 -0.191
O 13.235 17.265 31.763 0.241 -0.056 0.15
O 13.43 15.644 33.741 0.172 -0.312 -0.227
O 4.957 6.349 26.198 0.069 -0.194 -0.289
O 0.824 7.276 31.366 -0.089 -0.022 0.129
O 7.537 6.416 25.726 0.232 0.502 0.288
O 11.76 11.802 31.129 0.013 -0.047 -0.065
O 9.996 19.616 33.981 -0.07 0.14 -0.177
O 8.941 8.486 27.107 -0.19 -0.205 0.245
O 14.395 4.529 1.648 -0.263 -0.297 -0.398
O 7.952 15.91 26.864 0.139 0.339 0.305
O 14.131 10.897 31.706 -0.026 -0.029 0.08
O 8.317 11.572 32.666 -0.012 0.297 -0.026
O 11.41 7.547 33.057 -0.214 -0.125 -0.022
O 13.608 7.396 31.512 0.203 0.398 0.346
O 14.662 15.038 28.828 -0.319 -0.265 0.035
O 7.923 10.742 26.37 0.153 0.194 0.362
O 5.335 16.251 27.34 -0.028 0.018 0.14
O 3.398 15.617 1.12 0.019 -0.115 -0.405
O 4.141 12.46 25.691 -0.097 0.143 0.319
O 2.528 9.36 31.211 0.334 -0.085 0.191
O 5.064 14.104 30.467 -0.225 -0.466 -0.231
O 12.754 2.112 1.178 0.176 0.387 0.101
O 12.163 15.847 29.4 -0.268 0.114 -0.098
O 4.274 4.026 1.546 0.132 -0.212 -0.233
O 1.294 19.187 32.978 0.409 0.245 -0.38
O 2.512 17.068 34.078 0.005 -0.294 -0.499
O 2.919 7.601 27.179 -0.1 -0.081 0.157
O 4.498 17.872 29.247 0.674 0.035 0.089
O 13.867 16.316 2.287 -0.123 -0.062 -0.157
O 4.46 10.185 29.559 0.002 0.164 -0.048
O 5.162 7.653 32.969 -0.443 -0.546 0.393
O 0.274 20.974 31.309 0.104 0.021 -0.313
O 6.15 14.231 25.886 0.297 -0.018 0.13
O -0.924 6.395 29.714 -0.209 -0.329 -0.175
O 11.16 21.65 28.227 0.105 -0.057 0.252
O 13.22 10.959 26.627 0.138 -0.135 0.449
O 11.398 11.425 28.576 0.362 -0.233 0.054
O -0.28 13.996 26.851 -0.102 -0.018 -0.158
O 2.817 17.288 27.34 -0.263 0.006 -0.336
O 9.413 4.259 1.177 0.048 -0.074 -0.041
O 4.03 21.826 28.458 0.403 -0.208 0.054
O 0.779 8.891 26.339 -0.015 0.13 0.132
O 5.751 18.191 24.458 0.199 -0.679 0.307
O 10.658 19.453 31.172 -0.07 -0.486 0.384
O 9.956 14.512 1.481 0.554 0.079 -0.102
O 4.389 10.09 33.481 -0.317 0.041 -0.409
O 12.98 7.206 29.023 -0.206 0.133 0.213
O 0.751 8.533 0.613 0.134 0.36 -0.387
O 9.168 20.949 26.571 0.185 0.306 0.217
O -0.811 6.851 25.964 0.097 -0.223 0.596
O 11.901 21.708 31.725 -0.331 0.199 -0.533
O 3.638 20.781 30.959 -0.327 -0.119 -0.068
O 11.46 7.614 26.993 0.266 0.225 0.15
O 6.45 22.339 31.404 0.269 0.144 -0.217
O 2.324 11.727 30.009 0.509 0.237 -0.166
O 10.16 14.991 25.621 0.435 0.308 0.333
O 9.557 9.429 33.636 -0.169 -0.291 -0.015
O 0.611 13.628 29.232 0.165 -0.147 -0.014
O 12.369 19.586 33.245 0.436 0.265 -0.073
O 6.668 11.072 30.709 -0.289 0.295 -0.016
O 3.764 18.365 31.705 -0.329 -0.454 0.421
O 5.894 5.683 0.205 0.151 -0.133 -0.352

Results
total energy: -102091.272 eV
total energy less fixed offsets of O -438.35, Si -107.03 eV per atom: 0.278 eV
